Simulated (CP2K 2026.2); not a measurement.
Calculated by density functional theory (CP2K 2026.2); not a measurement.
Periodic cell of 432 atoms, Si324O108, from a study of silicon, its oxide and their interface. The atomic structure is a simulated model.
Doubt: the forces sum to 2.43 eV/angstrom along one axis rather than to zero, so they err by at least 0.0056 eV/angstrom per atom on average; the grid cutoff is modest.

Settings: functional PBE; method Gaussian and plane waves; basis set DZVP-MOLOPT-SR-GTH; pseudopotentials GTH-PBE; grid cutoff 300 Ry, relative cutoff 40 Ry; k points Gamma only; occupations fixed; spin none; net charge 0.

Cell vectors (angstrom)
a	16.32	0	0
b	0	16.32	0
c	-0.2574	3.8477	29.465

Atoms and the computed forces on them: element, x, y, z (angstrom), force x, y, z (eV/angstrom)
Si	1.043	-1.233	-0.061	0.416	-0.238	0.653
Si	3.847	1.589	0.16	0.102	-0.13	0.703
Si	1.634	3.828	0.178	-0.131	0.083	0.756
Si	3.655	6.991	0.007	0.254	-0.051	0.709
Si	1.496	-7.035	0.138	0.005	0.196	0.689
Si	4.375	-4.257	0.035	-0.182	0.111	0.745
Si	7.154	-1.558	0.043	-0.31	0.144	0.698
Si	9.363	1.562	-0.068	0.172	-0.171	0.678
Si	7.086	3.729	0.164	0.009	0.057	0.686
Si	9.787	6.521	-0.024	-0.157	0.244	0.763
Si	6.53	9.791	0.141	0.042	-0.165	0.736
Si	-7.111	-3.942	0.252	0.211	-0.076	0.729
Si	-3.968	-1.619	0.142	-0.076	0.239	0.703
Si	-1.067	1.192	0.048	-0.372	0.196	0.68
Si	-4.281	4.273	-0.077	0.28	-0.189	0.695
Si	-1.525	7.17	0.094	0.025	-0.237	0.718
Si	-3.75	-6.894	-0.087	-0.338	0.125	0.684
Si	-1.679	-3.761	0.224	0.095	-0.114	0.769
Si	2.678	-0.083	1.285	-0.018	-0.021	-0.055
Si	5.472	2.662	1.473	-0.016	0.004	-0.031
Si	2.701	5.443	1.469	0.007	0.001	-0.034
Si	5.356	8.11	1.259	-0.018	0.009	-0.055
Si	2.726	-5.404	1.296	0.005	-0.015	-0.053
Si	5.498	-2.675	1.339	-0.004	0.002	-0.051
Si	8.245	0.023	1.353	-0.001	0.02	-0.05
Si	-5.425	2.732	1.288	-0.002	0.014	-0.048
Si	8.213	5.408	1.341	-0.003	0.015	-0.058
Si	-5.426	8.235	1.166	0.027	-0.012	-0.045
Si	8.052	10.868	1.552	-0.014	-0.007	-0.041
Si	-5.469	-2.792	1.477	-0.001	0.006	-0.037
Si	-2.76	0.059	1.28	0.001	-0.018	-0.024
Si	0.027	2.706	1.438	-0.009	-0.018	-0.056
Si	-2.672	5.442	1.218	-0.021	0.026	-0.042
Si	-0.008	8.19	1.536	0.011	0.008	-0.046
Si	-2.746	-5.426	1.443	0.002	-0.003	-0.056
Si	-0.017	-2.696	1.43	0.011	0.015	-0.07
Si	1.373	1.292	2.741	0.015	-0.01	0.046
Si	4.136	4.105	2.771	-0.011	-0.019	0.034
Si	1.318	6.762	2.827	0.014	0.003	0.027
Si	4.052	9.509	2.688	0.013	0.014	0.043
Si	1.374	-4.08	2.705	-0.01	-0.025	0.013
Si	4.079	-1.368	2.674	0.005	0.018	0.017
Si	6.825	1.284	2.768	0.027	-0.014	0.035
Si	9.558	4.067	2.72	0.011	0.006	0.048
Si	6.784	6.787	2.625	-0.008	-0.001	0.009
Si	9.541	9.479	2.683	0.019	-0.016	0.008
Si	6.75	12.301	2.833	-0.019	0.001	0.048
Si	-6.773	-1.335	2.766	-0.014	-0.01	0.038
Si	-4.087	1.389	2.676	-0.01	-0.021	0.005
Si	-1.372	4.109	2.682	0.006	0.025	0.004
Si	-4.07	6.834	2.592	-0.015	-0.004	0.035
Si	-1.355	-6.731	2.814	-0.012	0.004	0.036
Si	-4.118	-4.131	2.819	-0.005	0.008	0.042
Si	-1.393	-1.291	2.723	-0.009	0.031	0.041
Si	-0.019	0.007	4.117	-0.003	0	-0.003
Si	2.74	2.701	4.069	-0.001	-0.006	-0.021
Si	-0.044	5.406	4.129	0.005	0.005	0.024
Si	2.713	8.167	4.098	-0.002	0.015	-0.015
Si	0.027	-5.392	4.126	-0.007	-0.007	0.021
Si	2.729	-2.721	4.061	0.001	0.016	-0.01
Si	5.429	-0.041	4.095	0.013	-0.014	0.003
Si	8.181	2.705	4.077	-0.005	0.017	-0.007
Si	5.485	5.466	4.093	-0.008	0.007	0.011
Si	8.154	8.128	4.019	-0.009	0.003	0.006
Si	5.39	10.871	4.1	-0.002	-0.011	-0.015
Si	8.164	-2.682	4.132	0.001	-0.007	-0.001
Si	-5.411	0.029	4.089	0.001	-0.001	0.008
Si	-2.728	2.745	4.044	0.003	-0.005	-0.01
Si	-5.405	5.472	4.029	0	0.015	-0.017
Si	-2.742	8.157	4.059	-0.001	-0.023	-0.022
Si	-5.479	-5.493	4.122	-0.002	0	0.019
Si	-2.727	-2.701	4.084	0.018	-0.008	-0.018
Si	1.369	-1.381	16.371	0.002	0.01	0.004
Si	4.037	1.276	16.275	0	-0.026	-0.031
Si	1.372	4.075	16.286	0.047	-0.021	0.011
Si	4.15	6.878	16.267	0.008	0.01	-0.016
Si	1.326	-6.8	16.335	0.006	-0.017	0.002
Si	3.998	-4.092	16.421	-0.014	-0.007	0.024
Si	6.822	-1.363	16.309	-0.011	0	0.029
Si	-6.743	1.387	16.305	-0.006	0.008	0.002
Si	6.825	4.048	16.274	-0.009	0.03	0.017
Si	-6.808	6.775	16.284	-0.008	0.012	0.018
Si	6.751	9.504	16.397	-0.019	0.001	0.007
Si	-6.866	-4.099	16.284	0.008	-0.022	-0.009
Si	-4.108	-1.353	16.301	-0.008	0.025	0.018
Si	-1.365	1.398	16.3	0.01	-0.011	0.026
Si	-4.025	4.066	16.383	-0.003	0.003	0.016
Si	-1.319	6.827	16.401	0.023	0.018	0.004
Si	-4.106	9.513	16.211	-0.003	0.011	-0.017
Si	-1.361	-4.016	16.279	-0.006	-0.022	0.028
Si	2.709	-0.017	17.754	0.011	0	-0.011
Si	5.461	2.598	17.534	0.011	-0.024	-0.037
Si	2.805	5.48	17.512	-0.048	-0.003	-0.015
Si	5.403	8.155	17.82	-0.028	-0.019	0.004
Si	2.556	-5.46	17.799	0.029	0.037	-0.01
Si	5.412	-2.671	17.677	0.022	-0.001	-0.025
Si	8.241	0.005	17.634	-0.006	-0.002	-0.048
Si	-5.355	2.659	17.746	-0.003	-0.027	-0.004
Si	8.166	5.408	17.65	0.017	-0.017	-0.036
Si	-5.422	8.15	17.588	0.002	0.005	-0.04
Si	8.116	10.897	17.71	-0.008	0.014	-0.013
Si	-5.529	-2.718	17.607	-0.002	0.002	-0.024
Si	-2.749	0.044	17.634	0	0.02	-0.025
Si	0.012	2.736	17.673	-0.014	0	-0.02
Si	-2.663	5.448	17.754	-0.001	-0.008	0.001
Si	0.036	-8.112	17.8	0.017	0	0.006
Si	-2.798	-5.381	17.507	-0.014	0.001	-0.026
Si	-0.001	-2.733	17.734	0.001	-0.001	0.007
Si	1.305	1.345	19.078	0.013	-0.041	0.046
Si	4.134	4.035	18.764	-0.013	0.021	0.017
Si	1.572	6.784	19.005	0.003	0.065	0.056
Si	3.977	-6.756	19.171	0.018	-0.021	0.055
Si	1.131	-4.169	19.258	-0.022	-0.048	0.018
Si	4.061	-1.376	19.137	-0.028	0.026	0.063
Si	6.8	1.278	18.949	0.013	-0.011	0.047
Si	-6.741	4.055	18.994	0.001	0.008	0.039
Si	6.797	6.695	19.102	-0.012	-0.009	0.072
Si	-6.806	9.47	18.95	-0.017	0.001	0.058
Si	6.784	-3.996	19.049	0.004	0.016	0.064
Si	9.6	-1.304	19.047	0.016	0.01	0.048
Si	-4.007	1.304	19.188	0.007	-0.002	0.071
Si	-1.257	4.12	19.117	-0.01	-0.023	0.047
Si	-4.073	6.839	19.021	-0.031	-0.008	0.057
Si	-1.503	-6.649	18.942	0.032	-0.002	0.056
Si	-4.2	-4.11	18.9	-0.001	-0.021	0.03
Si	-1.396	-1.304	18.963	-0.02	0.015	0.037
Si	-0.316	0.203	20.407	0.227	-0.091	-0.729
Si	2.571	3.011	20.126	-0.037	-0.224	-0.715
Si	0.438	5.25	20.336	-0.243	0.144	-0.745
Si	2.921	7.979	20.598	-0.091	0.118	-0.781
Si	-0.814	-5.059	20.568	0.333	-0.05	-0.682
Si	2.842	-3.02	20.358	-0.097	0.205	-0.745
Si	5.702	-0.209	20.421	-0.27	0.143	-0.736
Si	8.063	2.765	20.207	0.207	-0.121	-0.66
Si	5.759	4.865	20.215	-0.049	0.301	-0.766
Si	8.482	7.843	20.274	-0.229	0.053	-0.737
Si	5.17	-5.106	20.338	0.099	-0.089	-0.751
Si	7.958	-2.366	20.31	0.041	-0.2	-0.787
Si	-5.034	-0.422	20.526	-0.061	0.182	-0.67
Si	-2.383	2.529	20.426	-0.247	0.072	-0.784
Si	-5.608	5.65	20.301	0.099	-0.213	-0.757
Si	-3.041	-7.782	20.258	0.071	-0.192	-0.713
Si	-5.317	-5.658	20.288	-0.137	0.155	-0.706
Si	-2.856	-2.681	20.132	0.006	0.019	-0.408
Si	7.449	8.091	23.088	0.013	0.063	-0.108
Si	1.645	-1.05	22.29	-0.046	-0.046	-0.01
Si	-4.823	-7.729	-4.621	-0.094	-0.005	0.012
Si	-7.229	4.451	-3.902	0.055	-0.04	0.001
Si	3.064	1.631	-5.022	-0.046	-0.012	-0.074
Si	-0.587	6.955	-2.85	0.039	-0.011	0.107
Si	0.819	7.118	22.685	0.097	-0.063	-0.219
Si	1.042	4.407	-2.779	0.033	-0.112	0.049
Si	-6.909	-4.633	-2.665	-0.004	-0.16	0.071
Si	6.216	4.032	-2.632	-0.131	0.024	0.098
Si	-3.295	1.377	-4.149	-0.069	-0.111	0.061
Si	-6.958	7.303	-3.027	0.024	-0.086	0.173
Si	-6.408	1.554	22.489	0.017	-0.091	-0.145
Si	-3.994	-5.495	-3.006	0.06	0.035	0.233
Si	-3.022	6.312	-4.499	0.073	-0.14	0.011
Si	6.561	-5.499	23.114	-0.001	0.079	-0.107
Si	2.818	-1.449	-4.721	0.053	0.025	-0.047
Si	4.934	6.45	22.441	-0.064	0.098	-0.083
Si	4.785	1.287	-2.733	-0.027	0.032	0.093
Si	0.417	-1.506	-3.031	-0.075	0.022	0.168
Si	3.845	5.85	-2.958	-0.161	0.039	0.075
Si	4.865	-7.844	-4.364	0.085	-0.118	0.186
Si	-1.403	-7.275	22.676	0.013	0.138	-0.233
Si	-1.267	-4.13	-2.734	0.095	0.04	0.04
Si	-6.997	-4.076	22.498	0.01	-0.086	-0.103
Si	-5.301	-0.087	-2.256	-0.101	0.084	0.11
Si	4.272	-3.137	-2.852	-0.02	-0.042	0.103
Si	-4.229	3.891	22.496	0.025	0.033	-0.104
Si	7.311	-6.929	-2.773	-0.026	0.083	0.079
Si	-0.524	1.607	-2.907	0.088	0.034	0.173
Si	3.724	1.136	22.171	0.117	0.018	0.015
Si	-4.425	3.91	-3.07	0.071	-0.043	0.155
Si	6.469	-1.191	-2.967	-0.001	-0.028	0.131
Si	2.995	-5.545	-4.42	-0.058	0.064	-0.034
Si	0.611	-6.511	-2.755	-0.136	0.009	0.07
Si	-7.166	-1.879	-4.03	0.115	-0.012	-0.04
Si	1.359	-1.367	5.436	0.004	-0.005	0.016
Si	4.092	1.355	5.44	-0.004	0.006	0.012
Si	1.362	4.049	5.438	-0.001	-0.008	0.005
Si	4.097	6.811	5.439	0.004	-0.002	0.01
Si	1.359	9.527	5.461	0.003	-0.006	0.018
Si	4.049	12.235	5.459	-0.003	-0.008	0.007
Si	6.787	-1.361	5.484	-0.01	-0.007	0.018
Si	9.533	1.367	5.451	-0.007	-0.004	0.01
Si	6.826	4.077	5.437	0.006	-0.008	0.011
Si	9.517	6.788	5.404	0.004	0	0.007
Si	6.806	9.509	5.404	0.01	0.004	-0.001
Si	9.507	12.232	5.456	0	0.011	0.014
Si	-4.076	-1.349	5.45	0.006	0.001	0.019
Si	-1.372	1.391	5.438	-0.005	-0.007	0.014
Si	-4.074	4.105	5.416	0.003	0.011	0.006
Si	-1.39	6.805	5.445	-0.008	0.01	0.019
Si	-4.092	-6.828	5.455	0	-0.005	0.015
Si	-1.358	-4.043	5.457	-0.004	0.012	0.008
Si	2.721	-0.001	6.794	-0.002	-0.004	-0.005
Si	5.449	2.723	6.796	0.007	0.003	-0.002
Si	2.725	5.435	6.783	0.001	0	-0.001
Si	5.457	8.163	6.796	-0.009	0.006	-0.002
Si	2.704	10.883	6.828	-0.008	0	0
Si	5.425	-2.734	6.817	0.014	-0.006	0
Si	8.16	0.013	6.813	-0.005	-0.004	-0.002
Si	10.89	2.741	6.79	0	0.002	-0.002
Si	8.178	5.436	6.795	0	-0.008	-0.002
Si	10.859	8.143	6.8	0.002	-0.003	0.003
Si	8.143	10.868	6.798	-0.003	0.008	-0.003
Si	10.881	-2.722	6.801	-0.01	-0.01	-0.004
Si	-2.718	0.015	6.802	0.005	0.01	-0.001
Si	0.001	2.718	6.813	-0.004	0.007	0.001
Si	-2.728	5.443	6.808	0.004	0.003	0.001
Si	-0.015	8.161	6.8	-0.001	-0.002	0.001
Si	-2.724	-5.438	6.79	0.004	-0.006	-0.003
Si	0.004	-2.705	6.821	0.002	-0.005	0.005
Si	1.364	1.354	8.164	-0.005	-0.005	-0.007
Si	4.084	4.081	8.157	0.002	-0.005	-0.009
Si	1.36	6.796	8.147	-0.003	0.001	-0.006
Si	4.085	9.515	8.156	0.01	0.012	-0.005
Si	1.345	-4.078	8.179	0	-0.004	0.002
Si	4.072	-1.358	8.164	-0.013	-0.007	-0.011
Si	6.8	1.369	8.171	0.008	0.003	0
Si	9.53	4.083	8.163	-0.003	0.005	-0.001
Si	6.81	6.796	8.156	0.011	0.002	-0.012
Si	9.511	9.516	8.159	-0.007	-0.001	-0.011
Si	6.789	-4.094	8.164	-0.011	-0.017	0.003
Si	9.517	-1.364	8.16	-0.004	0.003	-0.002
Si	-4.08	1.373	8.154	0.006	0.001	-0.007
Si	-1.354	4.091	8.16	-0.004	0.002	-0.003
Si	-4.091	6.798	8.164	-0.01	-0.015	-0.002
Si	-1.369	-6.793	8.161	0.003	0.003	-0.004
Si	-4.083	-4.084	8.164	0.004	0.011	-0.006
Si	-1.358	-1.342	8.169	0.009	0.006	-0.004
Si	0.005	0.006	9.532	0.005	0.003	0.01
Si	2.726	2.719	9.522	-0.008	0.001	0
Si	0.006	5.445	9.522	-0.006	-0.012	0.001
Si	2.721	8.155	9.511	0.004	0.001	-0.001
Si	-0.012	-5.44	9.531	0.001	0.007	0.006
Si	2.711	-2.714	9.522	0.003	-0.005	-0.002
Si	5.436	-0.001	9.524	0	-0.002	-0.004
Si	8.164	2.727	9.522	0.003	0.002	-0.001
Si	5.445	5.442	9.52	0.002	0.003	0.002
Si	8.16	8.157	9.524	0.002	0.008	0.005
Si	5.431	-5.449	9.521	-0.008	0	0.002
Si	8.153	-2.727	9.515	-0.001	0	-0.004
Si	-5.439	0.004	9.51	-0.003	0.004	-0.01
Si	-2.713	2.727	9.51	0.004	0	-0.007
Si	-5.437	5.44	9.526	0.007	0.001	-0.001
Si	-2.73	8.165	9.52	-0.006	0	-0.006
Si	-5.451	-5.445	9.524	-0.011	-0.009	-0.001
Si	-2.72	-2.717	9.518	0.005	-0.001	0
Si	1.358	-1.361	10.889	0.002	-0.009	0.003
Si	4.082	1.358	10.891	0.002	0	0.006
Si	1.364	4.08	10.884	0.005	0.003	0.005
Si	4.078	6.8	10.882	-0.005	0.003	-0.003
Si	1.362	9.519	10.874	0.001	-0.001	-0.001
Si	4.068	-4.084	10.866	0.005	0.001	-0.003
Si	6.79	-1.372	10.879	0.005	-0.008	0.006
Si	9.52	1.357	10.872	-0.005	0.004	0.008
Si	6.809	4.087	10.886	-0.001	-0.006	0.001
Si	9.53	6.804	10.882	0.003	-0.018	-0.001
Si	6.787	9.511	10.876	-0.008	0.007	-0.004
Si	9.502	-4.085	10.884	-0.001	0.013	0.008
Si	-4.078	-1.351	10.874	-0.004	0.001	0.004
Si	-1.355	1.377	10.876	-0.014	0.009	0.002
Si	-4.07	4.08	10.871	-0.004	-0.004	-0.002
Si	-1.357	6.81	10.874	0.001	0.008	-0.001
Si	-4.092	9.516	10.892	0.007	0.003	0.004
Si	-1.369	-4.077	10.89	0.004	-0.005	0.006
Si	2.722	-0.011	12.25	-0.006	-0.002	0.004
Si	5.449	2.724	12.244	0.014	0.011	0.004
Si	2.722	5.44	12.248	-0.01	-0.005	0.002
Si	5.43	8.163	12.247	0.007	0.002	0.009
Si	2.711	10.89	12.233	0.013	0.015	-0.006
Si	5.426	-2.744	12.232	-0.023	-0.012	-0.006
Si	8.153	-0.005	12.226	-0.002	-0.003	0.004
Si	10.892	2.716	12.219	0.005	-0.005	0
Si	8.18	5.446	12.24	0.011	0.018	0.004
Si	10.879	8.15	12.265	-0.012	-0.002	0.012
Si	8.126	10.875	12.241	-0.016	-0.018	0.007
Si	10.872	-2.714	12.224	0.003	0.004	0.005
Si	-2.712	0.016	12.228	0.012	0.01	-0.001
Si	0.001	2.727	12.249	0.003	-0.004	0
Si	-2.715	5.445	12.226	-0.003	-0.009	0.002
Si	0.008	8.163	12.238	0.003	0	0.011
Si	-2.731	-5.44	12.246	-0.004	0.007	0.004
Si	-0.005	-2.718	12.249	0.007	0.003	0.006
Si	1.351	1.345	13.6	0.013	-0.005	0.006
Si	4.086	4.081	13.606	0.001	0	-0.007
Si	1.365	6.808	13.611	0.012	0	-0.009
Si	4.068	9.543	13.598	-0.021	-0.003	0.004
Si	1.355	-4.08	13.608	-0.005	-0.007	-0.003
Si	4.076	-1.396	13.6	0.019	-0.002	0.002
Si	6.809	1.354	13.598	-0.014	0.002	0.001
Si	9.555	4.079	13.583	-0.012	0.007	0
Si	6.813	6.807	13.587	-0.006	-0.005	0.006
Si	9.48	9.513	13.591	0.001	0.018	0.004
Si	6.747	-4.11	13.62	-0.005	0.002	0.002
Si	9.507	-1.364	13.587	0.001	-0.004	-0.001
Si	-4.072	1.37	13.588	-0.006	0.002	0
Si	-1.354	4.109	13.599	-0.006	0.009	-0.002
Si	-4.061	6.78	13.616	0.016	-0.011	0.005
Si	-1.355	9.52	13.596	-0.001	0.004	-0.005
Si	-4.093	-4.066	13.591	-0.005	-0.007	0.003
Si	-1.354	-1.333	13.594	-0.008	0.006	0.003
Si	0.007	-0.005	14.995	0.001	-0.009	-0.006
Si	2.719	2.699	14.942	-0.005	0.002	-0.021
Si	0	5.464	14.979	0.006	0.005	0.011
Si	2.716	8.196	14.958	-0.005	-0.012	-0.017
Si	-0.014	-5.431	14.963	-0.004	0.013	0
Si	2.709	-2.734	14.989	0.016	0.003	-0.001
Si	5.446	-0.034	14.936	0.005	0.013	-0.011
Si	8.202	2.719	14.931	0.01	-0.014	-0.02
Si	5.47	5.448	14.943	0.004	-0.011	-0.006
Si	8.13	8.17	14.987	-0.011	-0.005	0
Si	5.38	10.87	15.035	0.009	0.011	0.013
Si	8.125	-2.735	14.924	-0.011	0.006	-0.009
Si	-5.439	0.003	14.93	-0.01	-0.002	-0.009
Si	-2.713	2.745	14.943	-0.001	0.004	-0.005
Si	-5.409	5.407	14.984	-0.005	-0.025	0.003
Si	-2.684	8.139	14.961	0.004	0.006	0.003
Si	-5.484	-5.432	14.916	0.008	0.007	-0.016
Si	-2.731	-2.68	14.931	0	-0.006	-0.02
O	-0.253	8.123	23.332	-0.015	0.024	0.439
O	1.761	-1.103	23.893	-0.31	0.175	0.304
O	-8.141	2.647	-0.457	-0.308	0.234	-0.413
O	-8.136	-5.599	-3.123	-0.075	0.456	-0.505
O	6.941	3.844	20.691	0.012	0.104	0.449
O	-6.033	-5.003	21.592	0.132	-0.019	0.229
O	-1.339	1.369	20.937	-0.174	0.016	0.223
O	1.525	4.097	20.768	0.109	-0.164	0.562
O	8.054	-4.908	23.023	0.038	0.235	0.176
O	5.906	-5.683	21.654	-0.177	-0.542	-0.105
O	-5.373	5.44	-0.414	0.073	0.077	-0.29
O	-2.66	-8.073	-0.392	0.078	-0.053	-0.188
O	-3.905	2.861	-4.169	-0.031	0.269	-0.511
O	1.012	4.489	-1.164	-0.347	0.121	-0.098
O	-7.561	-2.85	21.632	0.373	0.185	0.301
O	8	-7.755	21.65	-0.195	0.271	0.057
O	6.228	4.384	-1.056	-0.263	0.456	0.051
O	2.772	2.743	-0.306	0.078	0.074	-0.256
O	4.982	5.075	21.627	-0.348	-0.18	0.461
O	1.827	8.076	21.824	-0.268	0.559	0.221
O	-3.927	-1.622	20.907	0.296	-0.009	0.277
O	2.657	0.04	21.668	-0.096	-0.063	-0.667
O	4.282	7.513	21.398	0.206	0.173	-0.242
O	3.869	-3.53	-1.334	-0.337	0.211	-0.097
O	0.235	-8.018	-3.225	-0.099	-0.208	-0.394
O	3.515	2.483	21.337	0.446	0.419	0.357
O	7.309	-7.097	-1.166	0.359	-0.377	-0.002
O	0.651	-6.491	-1.139	-0.472	0.244	0.245
O	5.459	-5.407	-0.406	-0.125	0.009	-0.21
O	-2.184	8.124	21.586	0.085	-0.501	0.113
O	-7.138	6.948	-1.467	-0.54	0.413	-0.185
O	-6.744	6.727	20.77	0.062	-0.072	0.497
O	0.188	-0.6	21.752	-0.465	-0.319	0.117
O	-6.281	0.936	-1.435	0.031	0.014	-0.349
O	0.493	2.889	-3.144	0.037	-0.235	-0.105
O	5.468	-0.003	-3.428	-0.029	0.101	-0.155
O	1.195	-1.787	-1.605	0.284	-0.204	-0.21
O	5.836	2.492	-2.86	0.229	-0.048	-0.138
O	1.535	6.296	23.88	-0.369	-0.106	0.106
O	-6.039	3.771	-3.062	-0.309	-0.276	0.662
O	6.418	6.876	22.886	0.193	-0.289	0.243
O	-3.88	3.658	-1.552	0.299	-0.142	-0.231
O	-7.3	-3.128	-3.034	-0.562	0.236	0.157
O	-6.641	-4.757	-1.074	0.503	-0.475	-0.114
O	-5.293	2.699	22.578	0.2	-0.178	-0.057
O	5.595	-4.571	23.98	-0.033	0.11	-0.252
O	-2.433	-6.916	23.842	-0.222	-0.316	0.06
O	2.099	-6.161	-3.243	0.382	0.127	0.44
O	7.705	4.258	-3.142	0.1	-0.05	0.169
O	-4.002	-6.143	-1.513	-0.015	0.018	-0.051
O	-8.121	-2.772	-0.266	-0.168	0.109	-0.396
O	3.468	-1.799	-3.279	-0.019	0.428	0.169
O	-3.924	5.347	-3.578	-0.351	0.144	0.003
O	4.488	0.946	-1.187	-0.089	-0.556	-0.128
O	-4.762	-1.187	-1.208	-0.344	-0.1	-0.141
O	4.08	6.179	23.756	-0.122	0.318	0.298
O	2.577	8.165	-0.386	-0.121	0.103	-0.238
O	8.056	8.137	-3.451	-0.243	-0.19	-0.5
O	2.653	3.896	24.152	0.08	-0.091	-0.542
O	0.07	6.046	21.717	-0.359	-0.256	0.395
O	4.015	-4.055	20.845	-0.081	-0.088	0.294
O	-5.712	0.195	21.901	-0.152	-0.045	0.536
O	7.712	-1.147	-3.995	-0.038	0.313	-0.31
O	5.822	-2.687	-2.992	0.365	-0.328	-0.16
O	-0.802	-2.608	-3.126	-0.107	0.386	-0.313
O	0.124	0.108	-3.033	0.062	0.156	-0.163
O	-7.026	1.404	23.972	0.028	-0.305	-0.133
O	3.939	-4.389	-3.808	0.189	-0.138	0.071
O	-1.053	-4.332	-1.149	0.192	-0.253	-0.038
O	-5.621	-8.142	-3.26	0.365	0.237	0.473
O	-5.474	-4.927	-3.34	-0.011	0.078	-0.372
O	3.373	1.707	-3.431	-0.309	0.382	0.508
O	-0.031	-0.028	-0.202	0.165	0.035	0.102
O	-1.703	1.572	-4.004	0.253	0.007	-0.446
O	2.09	-2.48	21.705	-0.26	-0.444	0.533
O	-7.65	7.684	24.071	0.46	-0.515	-0.31
O	-0.748	-5.947	21.962	0.357	0.185	0.345
O	3.951	7.266	-3.76	-0.502	0.201	-0.246
O	6.662	-6.979	23.747	-0.02	0.079	0.698
O	5.147	4.984	-3.359	0.102	0.033	-0.537
O	6.834	-1.302	20.863	-0.005	-0.013	0.44
O	-2.796	-2.671	-0.291	-0.173	0.076	-0.067
O	-0.384	-5.362	-3.343	-0.081	-0.051	-0.423
O	0.073	5.569	-3.371	-0.148	-0.053	-0.589
O	-4.878	5.093	21.641	-0.261	0.23	0.24
O	5.776	-7.02	-3.283	-0.311	0.214	0.109
O	1.26	-1.789	-4.402	-0.338	-0.075	-0.437
O	5.181	0.517	21.814	0.1	-0.175	0.564
O	-2.037	7.118	-3.517	-0.273	0.558	0.238
O	-6.154	-3.446	23.721	-0.178	0.542	0.132
O	3.897	-6.735	-5.03	-0.032	-0.06	-0.69
O	-4.182	-6.725	20.8	0.182	0.237	0.59
O	-0.712	6.784	-1.251	0.336	-0.075	-0.129
O	-1.248	1.808	-1.456	-0.507	0.284	-0.396
O	-4.263	-5.123	24.232	-0.26	0.049	-0.654
O	-6.08	-0.82	-3.464	0.243	0.143	-0.49
O	2.541	4.898	-3.258	0.129	-0.064	-0.228
O	-2.918	3.3	21.76	0.376	0.046	0.06
O	3.948	6.212	-1.384	0.047	-0.299	-0.031
O	-7.595	2.01	21.49	-0.314	-0.288	0.1
O	6.854	-0.891	-1.416	-0.073	0.35	0.001
O	3.38	1.458	23.707	0.247	-0.16	0.231
O	-2.83	-4.367	-3.123	-0.234	0.227	-0.324
O	-3.996	0.63	-2.888	0.415	-0.054	0.411
O	-3.851	4.428	23.956	0.193	-0.309	0.002
O	-3.765	-6.595	-4.174	0.473	-0.194	-0.154
O	-1.838	-3.783	20.904	0.336	-0.092	0.307
O	-6.884	6.024	-3.992	0.374	0.113	-0.341

Results
total energy: -82020.008 eV
total energy less fixed offsets of O -438.25, Si -107.07 eV per atom: 1.672 eV
